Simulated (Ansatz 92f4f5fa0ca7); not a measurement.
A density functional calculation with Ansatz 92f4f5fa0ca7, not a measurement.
Periodic cell of 256 atoms, Si144O112, from a study of silicon, its oxide and their interface. The atomic structure is a simulated model.
This geometry differs little from another in the collection (a relaxation step or a small displacement).

Settings
functional: r2SCAN
potential files: Ansatz PAW
basis: plane waves
wave-function cutoff: 800 eV
density cutoff ratio: 5
exchange-correlation grid ratio: 1
k mesh: 1 x 1 x 1, shifted by 0.5 0.5 0 of a step
self-consistency stop: 1e-10 eV per atom in the density residual
occupations: fixed
spin: none
net charge: 0

Cell vectors (angstrom)
a 10.88 0 0
b 0 10.88 0
c -2.624 -4.872 36.0009

Atoms and the computed forces on them: element, x, y, z (angstrom), force x, y, z (eV/angstrom)
Si 1.0796 -1.0716 -0.1175 0.0097 -0.0075 -0.093
Si 4.0567 1.4689 -0.071 0.0029 0.0014 -0.0806
Si 0.8461 4.6717 0.0187 0.0103 -0.0057 -0.0618
Si 4.5249 -4.4103 0.1559 0.0062 0.0049 -0.0726
Si -3.5331 -1.8732 0.0441 -0.0098 0.0087 -0.0672
Si -1.1611 1.1597 0.0122 -0.0052 0.003 -0.0635
Si 6.58 4.0733 0.3968 0.0009 -0.0099 -0.0615
Si -1.3837 -4.0763 0.4194 0.0013 0.0012 -0.0299
Si 2.6739 0.0645 1.2217 0.0008 -0.0013 0.006
Si 5.3338 2.587 1.5793 -0.0003 0.0009 0.0033
Si 2.6647 -5.3514 1.3103 0.0004 0.0007 0.0066
Si 5.5947 -2.7605 1.3875 0.0004 -0.0002 0.0028
Si -2.6549 -0.0806 1.3444 0.0017 -0.0005 0.0067
Si -0.0525 2.831 1.2694 -0.0013 0 0.0034
Si 8.1256 5.3649 1.5958 -0.0013 0.0006 0.0038
Si 0.0768 -2.6142 1.4395 0.0003 0.0011 0.0042
Si 1.3392 1.4327 2.6435 0.0021 0.0002 0.0016
Si 3.9511 4.0818 2.7531 -0.0006 -0.0003 -0.0004
Si 1.4311 -3.9957 2.7607 0.0004 -0.0015 -0.0006
Si 4.109 -1.3263 2.5901 -0.0008 0.0009 -0.0024
Si 6.8276 1.2436 2.7501 0.0008 0.0001 -0.0004
Si 9.5336 4.0191 2.8295 0.003 -0.002 0.0015
Si 6.793 6.7808 2.8884 -0.0008 0.0024 -0.0005
Si -1.3161 -1.3214 2.8123 -0.0021 0.0001 0.0012
Si 0.0243 0.0786 4.0909 0.0005 0.0001 -0.0004
Si 2.6589 2.7197 4.1142 -0.0009 0.0003 0.0009
Si 0.043 -5.4196 4.0809 -0.0003 0.0011 0.0001
Si 2.7934 -2.655 4.0711 -0.0004 0.0002 0.0002
Si 5.4381 -0.0571 4.0788 0.0003 -0.0002 -0.0003
Si 8.1511 2.6518 4.1202 -0.0001 -0.0004 0.0017
Si 5.3662 5.4149 4.125 -0.0007 -0.0008 0.0019
Si 8.1951 -2.7123 4.1539 0.0004 0.0001 0.0022
Si 1.3401 -1.3489 10.8884 -0.0009 0.0008 0.0012
Si 4.0741 1.3754 10.8711 -0.0004 0.0002 0.0006
Si 1.3366 4.0839 10.8216 0.0001 0.0004 0.0006
Si 4.1276 -4.0864 10.8388 -0.0002 -0.0012 0.0003
Si 6.7945 -1.3918 10.816 0.0007 0.0003 0.0008
Si -1.3272 1.3642 10.8403 -0.0003 -0.0006 0.0001
Si 6.8146 4.1165 10.9266 -0.001 0.0003 0.0013
Si -1.3864 -4.0941 10.921 0.0006 0.0006 0.0015
Si 2.7035 0.0249 12.2229 0.0002 0.0008 -0.0001
Si 5.4339 2.7427 12.2256 -0.0002 0.0003 -0.0005
Si 2.7495 5.4096 12.1241 -0.001 0.0004 0.0007
Si 5.4762 -2.7396 12.2228 -0.0011 0.0014 0.0004
Si -2.698 -0.0415 12.1127 -0.0017 -0.0002 0.0001
Si -0.0119 2.7568 12.2175 0.0008 0 0.0011
Si 8.1577 5.457 12.3579 -0.0008 -0.0004 -0.0007
Si -0.025 -2.7227 12.2453 -0.0004 -0.0004 -0.0009
Si 1.389 1.4271 13.5727 0.0006 -0.0016 0.0035
Si 4.0671 4.0934 13.5778 0.0008 -0.0008 0.003
Si 1.3971 -4.1231 13.4682 -0.0004 0.0015 0.0029
Si 4.0558 -1.3735 13.5193 -0.0016 0.0013 0.0058
Si -4.0472 1.3263 13.4363 -0.0018 0.0004 0.0038
Si -1.3711 4.0516 13.6937 -0.0026 0.0027 0.0047
Si 6.8134 -4.0297 13.7324 0.0014 -0.0021 0.0075
Si -1.406 -1.3615 13.5808 0.0018 -0.0008 0.0022
Si -0.239 0.2656 14.7561 -0.0088 0.01 -0.0558
Si 2.5475 2.959 14.9725 -0.01 0.0067 -0.0638
Si 0.3462 -5.6843 14.8382 0.0073 -0.0148 -0.0659
Si 2.8977 -2.9523 14.8112 0.0087 -0.0065 -0.0576
Si 5.637 -0.1737 14.7304 0.0069 -0.0108 -0.0559
Si -2.5493 2.3619 14.8928 0.0141 -0.0064 -0.0714
Si 5.1129 5.7176 14.8972 -0.0075 0.0134 -0.0726
Si -2.995 -2.3434 15.0498 -0.0131 0.0051 -0.0806
Si 2.2419 5.1489 -8.0301 -0.0017 0.0177 -0.1356
Si 3.8929 1.0903 17.0289 -0.0133 0.0104 -0.153
Si 1.6703 4.0406 24.7743 0.0164 0.0139 -0.175
Si 5.4732 2.0824 -5.201 0.0058 -0.0184 -0.1624
Si 7.0469 0.998 24.768 0.0037 -0.0153 -0.191
Si 3.0881 2.9733 -9.5524 0.0201 -0.0048 -0.1836
Si 5.8577 -0.2285 -2.0843 -0.0212 0.0015 -0.1584
Si 4.7784 -2.1561 21.0094 0.0108 -0.0104 -0.1487
Si 0.8781 4.8693 20.0456 -0.0091 0.018 -0.1555
Si 5.446 0.5836 19.6492 -0.0099 0.0173 -0.1652
Si 1.5519 -1.1943 -3.2054 -0.0252 0.0136 -0.1762
Si -2.3771 0.9389 19.5684 -0.0016 0.0283 -0.1476
Si 0.7562 -0.1547 22.1716 -0.019 0.0114 -0.1452
Si 1.5935 -1.0825 16.916 0.0085 0.0013 -0.1461
Si 7.6663 0.162 -6.3097 0.0248 0.018 -0.1714
Si -0.8291 -1.6313 -5.1782 -0.0126 -0.0068 -0.1738
Si 4.3099 -2.2066 -4.1331 0.0059 0.0015 -0.1653
Si 5.871 5.3739 17.8445 0.0244 -0.0198 -0.1479
Si -0.6428 -4.5614 -8.2282 0.0209 -0.0152 -0.1788
Si 1.2167 -2.6995 23.6507 -0.0086 0.0058 -0.1884
Si 5.2961 4.8499 22.5964 -0.0306 -0.0114 -0.1672
Si 7.3142 4.0492 24.3644 -0.0367 -0.0129 -0.1545
Si 3.0612 2.4946 -6.8711 -0.0172 0.0487 -0.1947
Si -2.2267 0.0888 22.3115 0.0001 -0.0156 -0.1745
Si 8.1496 -3.3146 18.0131 0.0081 -0.012 -0.1613
Si 1.5211 -1.052 -10.3806 0.0118 -0.0044 -0.1532
Si 5.9804 -2.3915 -6.6858 0.0144 -0.0209 -0.1791
Si -0.6686 -5.4055 17.5878 -0.0171 0.011 -0.148
Si -0.7972 0.2995 -9.7536 -0.0032 -0.0155 -0.149
Si 7.6707 -2.4861 20.8745 0.0087 -0.0071 -0.148
Si 4.7032 -4.0223 -8.9672 -0.0095 -0.0204 -0.171
Si 4.2433 2.0848 21.977 0.0224 -0.0097 -0.1422
Si -0.6031 -3.6179 21.3174 -0.0278 -0.0002 -0.161
Si 3.594 -4.5476 24.6958 -0.0053 -0.013 -0.168
Si -2.5301 -4.2422 -5.7978 0.024 0.0181 -0.1611
Si 3.8843 -4.8703 20.114 -0.0018 -0.0033 -0.1589
Si 0.0877 -1.0416 19.5662 0.0081 -0.0129 -0.1707
Si 7.7271 2.2733 -2.0154 -0.0154 0.0104 -0.1509
Si 4.4747 -0.43 23.6272 0.0016 0.0015 -0.1852
Si 7.7961 1.8357 -8.9949 -0.021 0.0105 -0.1839
Si 2.7054 1.5702 -4.1769 0.0172 -0.0113 -0.1689
Si 1.4932 2.7531 21.9336 -0.0169 -0.0116 -0.1562
Si 4.792 -4.8429 -2.6888 0.0319 -0.0035 -0.1463
Si 0.1562 -1.6617 -7.9406 0.0091 0.0142 -0.1798
Si 7.973 3.3241 17.6926 -0.0148 0.0093 -0.1426
Si 7.0995 4.4334 -3.9357 0.0083 0.0205 -0.1622
Si 5.9957 4.1206 -9.5719 0.0125 -0.0074 -0.1599
Si 2.747 3.6579 -2.1188 0.0155 -0.0086 -0.1575
Si 1.3942 -1.3152 5.4116 0.0001 0.0001 -0.0003
Si 4.0861 1.3537 5.4109 0.0003 0.0002 0.0007
Si 1.3446 -6.7845 5.4836 -0.0002 -0.0003 0.0003
Si 4.0697 -4.0571 5.4748 -0.0005 0 0.0006
Si 6.7934 -1.3751 5.482 -0.0002 0.0008 0.0004
Si 9.5237 1.3563 5.4964 -0.0001 -0.0001 0.0003
Si 6.776 4.0479 5.4311 0 -0.0007 0.0019
Si 9.5599 6.793 5.4611 0.0006 0.0006 0.0026
Si 2.7388 0.0113 6.7879 -0.0004 0.0002 0.0001
Si 5.432 2.7031 6.7999 0.0001 0.0005 0.0003
Si 2.7118 -5.421 6.83 0.0003 0.0004 0.001
Si 5.4446 -2.7309 6.8361 0 0.0001 0.0013
Si 8.1538 -0.0051 6.8346 0.0004 0.0004 0.0013
Si -0.0168 2.7405 6.8355 0 -0.0004 0.001
Si 8.1627 5.4191 6.7682 0.0006 0.0006 0.0023
Si 0.0368 -2.696 6.7835 -0.0002 -0.0001 0.0008
Si 1.3736 1.3604 8.1359 0.0002 0.0001 0.0009
Si 4.0877 4.0791 8.1561 -0.0001 -0.0001 0.0013
Si 1.3566 -4.0531 8.1794 0 0.0003 0.0011
Si 4.0732 -1.3499 8.163 0.0001 0 0.0011
Si 6.7968 1.3724 8.1801 0.0002 0.0001 0.001
Si -1.3828 4.0933 8.1747 -0.0004 -0.0001 0.0019
Si 6.8223 -4.1072 8.1378 -0.0003 0.0004 0.0016
Si 9.5311 -1.3763 8.1564 -0.0002 0.0001 0.0013
Si 0.017 0.0008 9.4887 -0.0007 0.0005 0.0006
Si 2.713 2.718 9.498 -0.0002 0.0005 0.0007
Si -0.0288 -5.4116 9.5162 0.0002 0 0.0002
Si 2.7264 -2.7049 9.5395 0 -0.0003 0.0005
Si 5.4296 0.0057 9.5153 0.0003 0 0.0007
Si 8.1523 2.7411 9.5467 0.0002 -0.0004 0.0005
Si 5.4755 5.4269 9.5015 -0.001 0.0003 0.0004
Si 8.1721 -2.7571 9.501 -0.0004 0.0007 0.0006
O 5.5503 5.0232 16.2981 0.0141 -0.0032 0.1091
O -2.2072 -3.5626 21.5415 0.0102 -0.0099 0.0547
O 4.9455 5.2825 21.0904 0.0294 -0.0247 0.1118
O 0.0556 -1.4121 -3.8323 0.0578 0.0094 0.1017
O -0.0282 0.0805 -0.4547 -0.0044 0.0048 0.0391
O 0.4263 -0.3924 16.0677 0.0248 -0.0228 0.0742
O 4.6494 2.2864 -6.5896 0.0337 -0.0123 0.0937
O 3.7197 -3.2804 20.4857 0.0045 0.018 0.0522
O -0.3407 -5.1135 -0.3654 -0.0067 0.0051 0.0284
O -2.6081 0.654 23.7612 -0.0363 0.0273 0.1129
O 3.8361 0.8975 22.9832 0.0015 -0.0337 0.0763
O 5.4951 5.1762 -0.1095 0.0048 -0.006 0.0445
O 3.4379 2.622 -1.0682 0.0199 -0.0323 0.0819
O 1.4177 4.0718 15.3764 -0.0025 0.0046 0.0366
O -1.3586 1.3187 15.3125 -0.0038 0.001 0.0321
O 5.3781 1.5598 20.9485 -0.0263 0.0303 0.0962
O 6.0519 3.5474 -4.816 0.023 0.0318 0.073
O -2.2148 2.2972 18.7181 0.0095 -0.0478 0.0787
O 6.2635 5.3639 -2.8954 -0.0294 0.0186 0.0693
O 2.009 0.344 -3.4194 -0.0071 -0.0206 0.0614
O 6.7018 2.5677 24.5811 0.0047 -0.0023 0.058
O 2.1492 4.2919 -9.4178 -0.0044 0.016 0.0768
O 0.3119 -1.718 -6.3474 -0.0184 0.002 0.13
O 5.5808 -1.0843 -10.8463 -0.0054 -0.0074 0.0573
O 2.9649 2.3758 -11.0167 -0.02 0.0223 0.1348
O 7.0008 0.4078 19.2326 -0.0011 -0.0062 0.0503
O 5.8934 -0.006 24.2625 0.021 0.0154 0.074
O -0.2909 -2.4044 20.3141 -0.004 -0.0298 0.0789
O 2.1797 -2.3695 16.1483 -0.0214 0.0272 0.0692
O 2.2513 1.6736 -5.7368 -0.0045 -0.0276 0.1208
O 2.6618 4.0858 -6.8644 0.0132 -0.0394 0.082
O 5.0268 0.6071 16.003 -0.0263 0.0228 0.0776
O 6.7049 -1.2523 15.3218 0.0027 -0.0022 0.0324
O 4.0149 -4.0248 15.3264 0.0032 -0.0033 0.0322
O -0.9336 -5.2769 -9.6607 0.019 0.013 0.1408
O -0.7721 -0.5756 22.4639 0.0057 -0.0007 0.0548
O 1.4331 4.2822 -1.4422 -0.0314 0.0175 0.0803
O -1.6098 1.6928 -9.7087 -0.0105 0.0037 0.0562
O 8.0668 5.3926 -4.8088 -0.0308 -0.0531 0.0914
O 3.1879 2.408 16.3834 0.0205 -0.025 0.0725
O -0.1915 -5.0335 20.7174 -0.0091 0.0224 0.0679
O 6.7822 1.0398 -9.978 0.0388 0.0381 0.1054
O 0.9135 1.3915 22.5826 0.0015 0.0067 0.052
O 4.6435 -3.773 -3.8891 0.0007 -0.0346 0.0783
O 4.7142 -4.8915 23.5815 -0.0264 0.0268 0.0901
O 2.2195 2.8996 -3.4315 -0.0017 0.0427 0.0961
O 3.392 -4.6107 -8.2218 -0.0166 -0.0095 0.0562
O 0.5209 4.8394 18.4667 0.0336 -0.013 0.1024
O 0.2378 -3.4931 22.6663 0.0461 0.0173 0.111
O 1.6218 -1.2651 22.9686 0.0119 -0.037 0.0742
O -1.7873 1.6675 -1.4151 0.0295 -0.0154 0.0728
O 1.6574 3.7663 23.1789 0.0037 0.0326 0.1297
O 5.324 -2.8407 -8.0831 0.0341 0.0418 0.115
O 0.7173 0.3809 -10.3702 -0.0111 0.0044 0.0539
O -2.4496 -2.6379 16.5637 0.0047 -0.0207 0.1137
O 4.4502 -3.8946 -1.4022 -0.0091 0.0103 0.1021
O -1.5641 -0.8749 -10.5901 0.0102 0.0405 0.0885
O 7.0345 3.1602 -0.8667 -0.0175 0.0294 0.0863
O 4.8218 -0.8822 19.9909 -0.0082 -0.0354 0.066
O 3.0265 -1.0118 -10.892 -0.0294 0.0053 0.0579
O 4.5507 -1.5974 22.5094 -0.0111 0.0383 0.1155
O -0.6599 -2.9595 -8.4598 -0.0009 0.0048 0.0709
O -1.767 -4.8597 -7.1043 -0.0502 0.0081 0.1108
O 7.9604 1.1911 -7.5296 -0.0078 -0.046 0.1313
O 0.9216 -1.5277 18.2911 -0.0366 0.0034 0.1132
O 7.956 -2.3194 19.2715 -0.0126 0.0222 0.114
O 4.7989 0.3469 -1.0062 -0.0291 0.027 0.0768
O 2.519 -3.5824 23.9665 0.019 -0.0146 0.0652
O -0.6704 -0.3034 -8.2537 0.0054 -0.0266 0.0925
O 6.8146 -4.2018 17.8841 -0.0026 0.0066 0.0554
O 6.8467 -1.2998 -1.3927 0.0294 -0.0272 0.0817
O 2.696 1.9385 -8.359 -0.001 -0.0123 0.1139
O 4.5082 -5.1618 18.6392 -0.0453 0.0177 0.1017
O -1.905 -0.4198 -5.496 0.02 -0.0121 0.0622
O 2.4078 5.3651 20.2271 0.004 -0.0047 0.0498
O 2.8954 2.4495 21.1788 -0.0001 0 0.0561
O 4.6186 3.3785 -9.2255 -0.0174 -0.0037 0.0627
O 2.778 -0.0465 17.1998 0.0029 -0.003 0.0441
O 6.7128 4.0848 18.3868 -0.0085 0.0029 0.0514
O 0.6233 3.4328 20.7535 0.0144 -0.0337 0.0794
O -0.1163 -4.8623 16.1696 -0.0203 0.0042 0.0969
O -1.4234 -4.2043 18.3472 0.0008 0.0092 0.0548
O 5.0904 -1.0945 -3.2268 0.0337 0.036 0.0915
O 7.7116 -1.0846 21.6948 0.0076 0.0313 0.0654
O 6.9134 -1.1071 -6.959 -0.0035 0.0002 0.0584
O 6.1868 3.9434 -11.1617 -0.0279 -0.0068 0.1282
O 6.6607 0.988 -5.3378 -0.0338 0.0284 0.0763
O -1.6228 -3.0565 -5.1324 0.0065 0.0124 0.0578
O 7.2553 3.3674 -8.8609 0.0139 -0.0117 0.0609
O 3.7455 4.8076 -2.6451 -0.018 -0.0082 0.0558
O 1.5107 -1.6161 -8.8446 -0.023 -0.015 0.0982
O 4.3459 1.5407 -4.14 -0.022 -0.008 0.0774
O 4.2891 -3.3572 -10.3975 0.0086 -0.043 0.1058
O 2.7008 -2.0583 -3.9608 -0.0085 0.0069 0.0575
O 1.5405 -1.5786 -1.62 -0.0105 -0.0011 0.1353
O 8.0359 3.3258 -3.2047 0.0132 -0.0407 0.0876
O 4.8031 -1.969 -5.6608 -0.0445 0.0083 0.1193
O 4.65 3.3815 22.8313 0.0102 0.0184 0.0554
O 5.8256 -5.1949 -9.1781 -0.0108 0.0267 0.0583
O 4.6031 1.3055 18.4619 0.0371 -0.0153 0.1149
O 7.5167 2.6528 16.2842 -0.0059 0.0193 0.1001
O 1.0535 -0.215 20.5738 0.0101 0.0171 0.1039
O -1.7688 4.3611 17.2316 0.0033 0.0063 0.058
O 6.9058 -3.6113 -6.1644 0.0108 -0.0098 0.0595
O -1.9601 3.9968 24.603 0.0171 0.0162 0.0661
O -2.2317 1.2468 21.164 0.0007 -0.0158 0.1048
O 6.7604 1.0625 -2.5335 0.008 -0.0039 0.0615
O 6.8772 4.6155 22.8972 0.0328 -0.0119 0.0831
O 6.16 -2.9968 21.0105 -0.0141 0.0008 0.0495
O 0.819 -5.0432 -7.7116 0.0037 -0.0006 0.0478
O -2.4291 -3.0439 -0.3736 0.0067 -0.0066 0.0297
O -1.203 -0.1237 19.1715 -0.0012 0.0005 0.0545

Results
free energy: -155991.465 eV
free energy less fixed offsets of O -570.45, Si -639.56 eV per atom: -4.425 eV

The program warned: the cutoff lies below the one the program advises for these potential files; the forces do not sum to zero within the program's tolerance; empty levels may hold ghost states of the PAW files; the exchange-correlation potential is rough where the density is thin.
